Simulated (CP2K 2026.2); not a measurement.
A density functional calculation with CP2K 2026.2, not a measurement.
Periodic cell of 504 atoms, Si360O144, from a study of silicon, its oxide and their interface. The atomic structure is a simulated model.
Doubt: the forces sum to 1.54 eV/angstrom along one axis rather than to zero, so they err by at least 0.0030 eV/angstrom per atom on average; the grid cutoff is modest.

Settings
functional: PBE
method: Gaussian and plane waves
basis set: DZVP-MOLOPT-SR-GTH
pseudopotentials: GTH-PBE
grid cutoff: 350 Ry, relative cutoff 50 Ry
k points: Gamma only
occupations: fixed
spin: none
net charge: 0

Cell vectors (angstrom)
a	16.32	0	0
b	0	16.32	0
c	4.3094	2.5011	33.6597

Atoms and the computed forces on them: element, x, y, z (angstrom), force x, y, z (eV/angstrom)
Si	1.529	14.738	0.127	-0.07	0.177	0.727
Si	3.983	1.662	0.187	-0.026	-0.207	0.705
Si	1.739	3.819	0.096	-0.128	0.065	0.745
Si	4.497	6.642	0.101	-0.29	0.072	0.708
Si	5.53	12.528	33.603	0.152	-0.409	0.733
Si	3.713	12.495	0.111	0.223	-0.06	0.731
Si	11.16	17.169	33.646	-0.05	0.268	0.73
Si	14.046	3.559	33.585	-0.202	0.216	0.817
Si	6.605	4.348	0.183	0.039	-0.119	0.722
Si	9.225	6.925	0.12	0.266	-0.032	0.663
Si	6.992	9.117	0.237	-0.053	0.164	0.762
Si	13.276	14.832	33.507	0.392	-0.106	0.721
Si	11.953	15.121	0.017	0.213	-0.178	0.847
Si	18.987	4.141	33.656	0.123	-0.144	0.804
Si	16.847	6.443	33.656	-0.183	0.061	0.743
Si	14.814	7.061	0.069	0.235	-0.177	0.749
Si	12.529	9.273	0.074	-0.278	0.23	0.708
Si	15.192	12.082	0.178	-0.127	0.077	0.792
Si	2.753	16.332	1.344	0.011	0.012	-0.039
Si	5.455	2.82	1.53	0.003	-0.008	-0.051
Si	2.828	5.481	1.337	-0.015	-0.015	-0.069
Si	5.491	8.065	1.64	-0.009	-0.025	-0.041
Si	2.669	10.962	1.514	-0.002	0.003	-0.064
Si	5.382	13.545	1.381	0.002	-0.02	-0.034
Si	8.09	16.286	1.23	-0.002	-0.021	-0.066
Si	10.871	2.73	1.203	0.022	-0.005	-0.058
Si	8.134	5.451	1.537	-0.002	0.019	-0.044
Si	10.881	8.13	1.316	0.003	0.004	-0.055
Si	8.069	10.832	1.396	-0.004	0.018	-0.063
Si	10.734	13.464	1.149	-0.043	0.004	-0.057
Si	13.552	16.325	1.301	-0.02	0.016	-0.043
Si	16.339	2.726	1.3	-0.019	0.002	-0.042
Si	13.689	5.448	1.373	-0.007	0.001	-0.043
Si	16.461	8.259	1.213	-0.006	0.019	-0.069
Si	13.603	10.88	1.387	0.015	0.007	-0.055
Si	16.343	13.607	1.51	0.035	-0.009	-0.045
Si	1.341	1.343	2.693	-0.002	0.009	0.021
Si	4.096	4.171	2.844	0.001	0.025	0.037
Si	1.411	6.85	2.634	-0.031	-0.02	0
Si	4.051	9.522	2.775	0.015	0.023	0.013
Si	1.339	12.268	2.905	-0.009	-0.002	0.029
Si	4.089	14.976	2.733	-0.012	0.008	0.02
Si	6.832	1.34	2.699	0.011	-0.016	0.004
Si	9.56	4.026	2.693	0.024	-0.011	0.02
Si	6.835	6.754	2.977	0.005	0.002	0.039
Si	9.55	9.526	2.701	-0.005	-0.032	-0.001
Si	6.709	12.174	2.756	0.005	0.001	0.019
Si	9.451	14.886	2.602	0.014	0.013	0.027
Si	12.197	1.376	2.66	-0.014	-0.001	0.039
Si	15.038	4.094	2.717	-0.007	-0.018	0.029
Si	12.238	6.766	2.696	0.004	-0.006	0.017
Si	15.023	9.509	2.687	0.031	0.01	0.036
Si	12.16	12.245	2.628	0.011	0.033	-0.008
Si	14.918	15.008	2.709	-0.004	0.017	0.009
Si	16.302	16.334	4.08	0.019	-0.008	-0.002
Si	2.695	2.728	4.075	-0.003	0.018	-0.029
Si	16.373	5.484	4.043	0.003	0.011	0.012
Si	2.703	8.155	4.106	0.003	-0.013	-0.013
Si	16.282	10.86	4.149	-0.001	0.001	-0.003
Si	2.745	13.646	4.151	0.008	-0.021	0.004
Si	5.459	16.326	4.078	0.001	-0.009	0
Si	8.193	2.684	4.068	-0.018	0.017	0.009
Si	5.442	5.428	4.267	-0.003	0.002	0.016
Si	8.225	8.195	4.153	-0.018	0.006	-0.008
Si	5.399	10.855	4.152	-0.007	0.004	0.031
Si	8.119	13.573	4.043	0.004	0.008	-0.016
Si	10.834	16.282	3.989	-0.003	-0.005	-0.031
Si	13.604	2.723	4.027	-0.003	-0.011	-0.017
Si	10.897	5.407	4.067	-0.003	0.011	0.003
Si	13.623	8.146	4.033	0.013	-0.009	-0.028
Si	10.885	10.886	4.065	-0.007	-0.003	0.004
Si	13.537	13.609	4.01	-0.005	-0.014	0.014
Si	17.697	14.978	16.411	-0.015	0.002	-0.003
Si	4.091	1.354	16.347	-0.003	-0.004	0.005
Si	17.696	4.068	16.304	0.014	-0.004	-0.005
Si	3.982	6.782	16.316	-0.008	-0.001	-0.001
Si	17.664	9.518	16.362	-0.002	-0.01	-0.008
Si	4.068	12.235	16.362	0.016	-0.014	-0.007
Si	6.802	14.946	16.33	-0.01	0.006	-0.012
Si	9.501	1.335	16.272	-0.004	-0.004	-0.015
Si	6.728	4.013	16.262	-0.014	-0.017	0.002
Si	9.541	6.85	16.207	-0.003	-0.009	-0.018
Si	6.772	9.548	16.296	0.011	-0.001	-0.008
Si	9.52	12.282	16.353	0.019	0.003	0.006
Si	12.25	14.927	16.332	-0.006	0.01	-0.007
Si	14.981	1.316	16.341	-0.006	0.018	-0.016
Si	12.274	4.085	16.258	-0.008	0.001	-0.024
Si	14.985	6.834	16.302	-0.009	0.004	-0.007
Si	12.282	9.569	16.316	0.007	0.006	0.002
Si	14.983	12.232	16.391	-0.004	0.001	0.004
Si	2.765	16.351	17.766	0.001	-0.007	0.016
Si	5.42	2.685	17.76	0.027	0.023	0.002
Si	2.675	5.395	17.748	-0.007	0.012	0.003
Si	5.302	8.234	17.585	0.001	0.008	0.021
Si	2.686	10.887	17.732	0.013	0	0.007
Si	5.463	13.577	17.705	-0.002	0.001	0.005
Si	8.136	16.339	17.677	0.005	0	0.005
Si	10.923	2.676	17.554	-0.007	0.015	0.021
Si	8.139	5.442	17.417	0.006	-0.001	-0.022
Si	10.872	8.221	17.598	-0.012	-0.019	-0.015
Si	8.153	10.889	17.668	-0.024	-0.001	-0.006
Si	10.881	13.638	17.749	-0.005	0.012	0.02
Si	13.633	16.244	17.698	0.01	-0.006	-0.007
Si	16.379	2.681	17.649	-0.007	-0.022	0
Si	13.593	5.493	17.611	0.012	0.001	0.004
Si	16.337	8.135	17.742	-0.016	-0.003	-0.01
Si	13.655	10.849	17.77	0.006	-0.03	0.042
Si	16.32	13.618	17.769	0.001	0.007	-0.017
Si	17.716	17.723	19.141	0.032	0.024	-0.017
Si	4.023	4.027	19.13	-0.003	-0.034	-0.017
Si	17.607	6.714	19.146	-0.011	-0.002	-0.005
Si	3.963	9.489	19.122	-0.013	-0.035	-0.002
Si	17.717	12.296	19.122	0.01	-0.009	0.021
Si	4.204	14.999	19.085	-0.002	0.03	-0.035
Si	6.85	17.683	19.128	-0.011	0.002	-0.002
Si	9.546	4.14	18.723	0.012	0.013	-0.061
Si	6.717	6.779	18.671	-0.001	-0.012	-0.05
Si	9.541	9.552	19.004	0	0.023	-0.014
Si	6.758	12.155	19.073	0.007	-0.011	-0.007
Si	9.469	15.032	19.085	0.035	-0.023	-0.016
Si	12.207	17.584	18.96	-0.019	-0.003	-0.02
Si	14.962	4.069	18.868	0.014	-0.005	-0.046
Si	12.243	6.909	18.944	-0.002	0.006	-0.035
Si	15.044	9.474	19.181	-0.024	0.036	-0.034
Si	12.28	12.255	19.075	-0.011	-0.001	-0.026
Si	14.97	14.946	19.18	-0.019	0.01	-0.001
Si	16.365	16.338	20.502	0.004	-0.022	0.044
Si	2.691	2.751	20.663	-0.019	0.006	0.043
Si	16.153	5.326	20.433	-0.009	0.017	0.075
Si	2.666	8.022	20.535	0.024	0.014	0.069
Si	16.438	10.915	20.527	-0.031	-0.05	0.025
Si	2.809	13.68	20.432	0.012	0.018	0.033
Si	5.571	16.282	20.576	-0.003	-0.016	0.051
Si	8.331	2.863	20.198	0.014	-0.029	0.061
Si	5.516	5.481	20.168	0.002	0.011	0.044
Si	8	8.113	20.014	-0.02	0.019	-0.004
Si	5.329	10.856	20.495	-0.007	0.036	0.025
Si	8.149	13.541	20.364	0.02	-0.003	0.042
Si	10.83	16.402	20.486	-0.037	-0.005	0.042
Si	13.604	2.693	20.132	0.003	0.004	0.023
Si	10.811	5.504	20.108	-0.01	0.007	0.035
Si	13.577	8.1	20.491	0.024	0.041	0.012
Si	10.927	10.878	20.426	0.008	-0.017	0.046
Si	13.602	13.57	20.557	0.017	0.001	0.039
Si	18.035	15.235	21.799	-0.198	0.012	-0.766
Si	3.957	17.43	21.86	0.088	0.207	-0.765
Si	17.229	3.847	21.92	0.318	0.148	-0.773
Si	4.41	6.859	21.668	-0.188	-0.007	-0.637
Si	17.661	9.421	21.908	0.135	0.094	-0.752
Si	4.286	12.539	21.85	-0.1	-0.291	-0.758
Si	6.711	14.576	21.878	0.05	0.331	-0.721
Si	9.921	1.975	21.67	0.047	-0.204	-0.677
Si	7.173	4.447	21.424	-0.015	-0.044	-0.754
Si	9.201	6.673	21.327	0.082	-0.106	-0.598
Si	6.524	9.119	21.501	-0.096	0.133	-0.721
Si	9.713	12.433	21.7	-0.084	-0.226	-0.803
Si	11.877	14.705	21.74	0.209	0.104	-0.81
Si	15.06	1.625	21.605	0.029	-0.153	-0.729
Si	12.165	4.067	21.305	-0.015	-0.003	-0.458
Si	14.364	6.216	21.721	0.14	0.181	-0.784
Si	12.551	9.802	21.765	-0.143	-0.136	-0.791
Si	14.833	11.993	21.888	0.093	0.25	-0.697
Si	16.597	18.202	27.366	0.015	-0.057	0.01
Si	20.279	18.539	31.549	-0.051	-0.086	0.192
Si	5.846	12.337	27.466	0.073	0.092	-0.083
Si	18.487	10.437	26.976	0.002	-0.038	-0.059
Si	15.656	4.691	27.068	-0.02	-0.01	-0.214
Si	8.523	17.954	24.511	-0.155	0.149	-0.151
Si	14.056	17.712	25.947	0.094	0.059	-0.086
Si	14.146	17.853	28.936	0.049	0.127	0.142
Si	7.544	13.269	31.376	-0.056	-0.012	0.189
Si	8.694	13.588	27.246	0.062	-0.011	-0.113
Si	13.754	16.046	23.616	-0.041	0.065	-0.101
Si	5.277	15.121	26.652	0.013	-0.022	0.018
Si	11.611	6.489	25.759	-0.022	0.044	0.079
Si	17.58	5.531	24.659	-0.044	-0.168	-0.025
Si	4.222	5.367	24.442	-0.01	0.027	-0.171
Si	8.077	18.239	29.129	0.014	0.013	-0.059
Si	20.163	9.467	30.823	0.074	0.069	0.105
Si	18.777	7.927	28.43	0.096	-0.008	-0.067
Si	11.661	13.158	28.34	-0.075	0.07	0.203
Si	19.948	12.057	29.32	-0.017	-0.07	-0.004
Si	19.572	16.975	27.539	-0.092	0.078	-0.012
Si	15.918	7.757	23.789	-0.014	-0.061	-0.091
Si	16.081	14.129	27.011	0.007	0.034	-0.014
Si	18.087	16.33	31.561	0.059	0.037	0.123
Si	8.844	7.118	29.791	0.05	0.063	0.096
Si	13.004	10.526	27.733	-0.063	0.013	0.058
Si	15.681	7.264	28.694	-0.037	-0.048	0.098
Si	5.998	10.133	25.421	-0.053	0.039	-0.101
Si	9.856	2.977	26.895	0.137	-0.042	0.059
Si	18.377	14.75	29.124	-0.081	-0.068	-0.026
Si	11.493	6.415	30.931	-0.022	0.056	0.06
Si	5.741	2.815	23.786	0.082	-0.008	-0.075
Si	15.7	11.339	31.069	-0.04	0.022	0.112
Si	16.081	14.007	23.819	0	-0.192	-0.002
Si	6.37	7.06	26.038	-0.014	-0.134	-0.005
Si	10.54	8.468	23.599	-0.044	0.128	-0.108
Si	3.284	10.752	24.086	0.008	0.014	-0.074
Si	11.007	9.111	29.759	-0.054	-0.076	0.099
Si	5.141	2.933	28.72	-0.006	-0.058	0.09
Si	13.365	13.1	30.753	-0.127	0.048	0.087
Si	14.08	8.377	26.227	-0.008	-0.071	-0.156
Si	8.356	10.494	23.724	0.081	0.031	-0.152
Si	5.964	7.463	30.904	0.059	0.021	-0.002
Si	8.934	5.916	27.071	0.103	0.192	-0.082
Si	7.785	15.094	24.843	-0.06	-0.189	-0.158
Si	9.515	11.139	31.601	-0.121	-0.104	0.135
Si	12.732	3.809	30.712	0.06	-0.059	0.065
Si	7.209	15.344	29.044	-0.001	-0.108	0.074
Si	4.775	6.019	28.47	0.034	-0.006	0.056
Si	15.333	8.293	31.566	-0.01	0.008	0.15
Si	13.814	15.058	28.678	0.002	-0.07	0.041
Si	15.851	11.342	28.191	0.105	-0.036	0.049
Si	12.705	3.785	26.137	0.019	0.034	0.041
Si	9.884	2.683	31.561	0.011	-0.133	0.162
Si	1.342	14.987	5.459	-0.004	0.007	0.011
Si	4.078	1.366	5.426	0	0.005	0.002
Si	1.359	4.099	5.438	0.004	0.016	0.008
Si	4.057	6.826	5.516	0.014	0.008	0.018
Si	1.345	9.506	5.476	-0.006	0.009	0.013
Si	4.076	12.252	5.493	-0.016	0.003	0.012
Si	6.801	14.949	5.434	0.002	-0.012	0.007
Si	9.532	1.32	5.42	0	-0.015	0.004
Si	6.839	4.023	5.49	0.013	-0.012	0.009
Si	9.562	6.781	5.456	0.012	-0.005	0.008
Si	6.811	9.525	5.483	-0.006	-0.021	0.01
Si	9.505	12.239	5.416	-0.013	-0.001	0.008
Si	12.205	14.964	5.392	0.001	0.013	0.001
Si	14.943	1.375	5.423	-0.018	0.012	0.001
Si	12.262	4.066	5.423	0.004	-0.017	0.004
Si	14.972	6.798	5.416	0.001	-0.004	0.008
Si	12.262	9.517	5.405	0.009	-0.002	0.002
Si	14.897	12.256	5.421	0.001	0.016	0.005
Si	2.716	16.338	6.804	-0.009	0	-0.002
Si	5.443	2.689	6.822	0.016	0.007	-0.003
Si	2.706	5.436	6.835	0.003	0.007	-0.001
Si	5.444	8.174	6.844	0	0.001	0.007
Si	2.706	10.88	6.824	0.007	0.008	0.012
Si	5.451	13.606	6.825	-0.004	-0.007	0.002
Si	8.163	16.306	6.795	0	0.009	0.004
Si	10.894	2.699	6.777	0.008	0.003	-0.004
Si	8.185	5.429	6.815	-0.008	-0.001	-0.004
Si	10.914	8.157	6.794	0.002	-0.015	0
Si	8.166	10.896	6.817	-0.01	-0.001	0.001
Si	10.866	13.603	6.775	0.003	0	0.001
Si	13.581	16.317	6.766	0.007	-0.003	-0.002
Si	16.303	2.736	6.788	-0.004	-0.002	-0.003
Si	13.612	5.434	6.785	-0.001	-0.003	0.002
Si	16.305	8.147	6.817	0.001	-0.003	0.001
Si	13.58	10.885	6.798	-0.007	0.004	-0.004
Si	16.291	13.603	6.781	-0.002	-0.001	0
Si	1.348	1.374	8.153	0.012	0.014	-0.002
Si	4.086	4.071	8.168	0.001	0.003	-0.003
Si	1.344	6.796	8.184	-0.006	-0.012	-0.004
Si	4.078	9.536	8.188	0.01	-0.003	-0.002
Si	1.335	12.248	8.156	-0.007	-0.013	-0.001
Si	4.071	14.966	8.163	0.008	-0.002	0.002
Si	6.805	1.335	8.171	-0.019	-0.01	-0.002
Si	9.544	4.063	8.159	-0.004	0	-0.01
Si	6.81	6.789	8.171	-0.007	-0.004	-0.002
Si	9.533	9.515	8.151	-0.001	0	-0.009
Si	6.806	12.245	8.183	0.014	0.008	0.004
Si	9.522	14.955	8.158	-0.008	0	0.001
Si	12.244	1.351	8.152	-0.003	0.004	0
Si	14.953	4.079	8.164	0	0.007	0.002
Si	12.258	6.794	8.158	0.009	0.016	-0.003
Si	14.949	9.527	8.158	0.007	-0.005	0.002
Si	12.222	12.246	8.15	-0.002	-0.006	-0.002
Si	14.944	14.966	8.142	-0.007	-0.001	-0.008
Si	16.312	16.319	9.509	-0.003	0	-0.005
Si	2.715	2.716	9.52	-0.003	0.011	-0.002
Si	16.309	5.433	9.532	0.001	0.004	0.003
Si	2.712	8.165	9.529	0.007	0.001	-0.001
Si	16.31	10.884	9.52	-0.004	0.001	0.005
Si	2.707	13.602	9.518	-0.004	0.001	-0.002
Si	5.435	16.311	9.53	0.018	0.002	0.004
Si	8.169	2.711	9.515	-0.004	0.01	-0.005
Si	5.442	5.435	9.526	0.005	-0.002	0.003
Si	8.167	8.162	9.521	-0.001	-0.004	-0.006
Si	5.44	10.891	9.544	-0.009	0.004	0.002
Si	8.165	13.605	9.528	-0.004	-0.005	0.002
Si	10.885	16.316	9.516	0.007	0	-0.004
Si	13.599	2.71	9.523	0	-0.002	-0.003
Si	10.891	5.436	9.523	0.007	-0.004	-0.007
Si	13.599	8.162	9.52	-0.009	-0.019	0.001
Si	10.877	10.882	9.517	-0.01	0.001	0
Si	13.594	13.602	9.507	0.007	0	0
Si	17.669	14.96	10.881	0.006	0.003	0
Si	4.07	1.351	10.88	0	0.001	0
Si	17.676	4.073	10.878	-0.002	0.005	-0.002
Si	4.075	6.801	10.878	0.001	-0.008	0
Si	17.675	9.532	10.885	-0.006	-0.005	0.003
Si	4.067	12.248	10.892	0.016	-0.002	0.007
Si	6.794	14.953	10.884	-0.001	-0.005	0
Si	9.525	1.353	10.878	-0.003	-0.004	-0.001
Si	6.803	4.07	10.875	0.003	0	-0.004
Si	9.524	6.802	10.885	-0.009	0.002	-0.003
Si	6.803	9.52	10.89	0.006	-0.006	0.003
Si	9.524	12.243	10.879	-0.006	0.001	-0.004
Si	12.248	14.961	10.878	-0.013	-0.005	0.001
Si	14.962	1.35	10.886	0.004	0.013	0.006
Si	12.244	4.074	10.886	0.003	0.006	0.003
Si	14.956	6.804	10.88	0.003	0.006	-0.003
Si	12.239	9.525	10.876	0.007	0	-0.002
Si	14.954	12.247	10.877	-0.007	-0.004	0
Si	2.714	16.311	12.248	-0.003	-0.005	0.009
Si	5.435	2.71	12.229	0.009	0.008	0.003
Si	2.707	5.442	12.228	0.003	-0.001	0.001
Si	5.426	8.163	12.244	-0.001	-0.007	-0.001
Si	2.71	10.888	12.259	0.001	0.003	0.002
Si	5.427	13.61	12.252	0.009	0.007	0
Si	8.163	16.307	12.23	-0.014	0.001	-0.001
Si	10.883	2.71	12.245	-0.003	0	-0.001
Si	8.149	5.44	12.237	-0.011	-0.01	-0.005
Si	10.88	8.174	12.243	0.001	-0.001	0.005
Si	8.159	10.897	12.24	0.018	0.014	0.003
Si	10.892	13.599	12.234	0.003	0	-0.002
Si	13.611	16.306	12.255	-0.001	0	0.002
Si	16.333	2.706	12.243	0.011	0.015	0.004
Si	13.612	5.435	12.239	0.001	0.009	-0.002
Si	16.308	8.173	12.233	-0.005	-0.019	0.001
Si	13.598	10.887	12.236	-0.006	-0.008	-0.001
Si	16.318	13.594	12.249	-0.014	-0.009	-0.001
Si	17.686	1.348	13.618	-0.001	0.003	-0.001
Si	4.066	4.075	13.574	-0.005	0.003	0.001
Si	17.66	6.804	13.579	-0.006	0.015	-0.003
Si	4.067	9.522	13.615	0.014	-0.012	0.009
Si	17.676	12.247	13.633	-0.001	-0.003	0.009
Si	4.061	14.952	13.626	0.012	0.005	0.006
Si	6.781	1.326	13.577	0.013	0	-0.002
Si	9.506	4.072	13.587	-0.002	0.01	0.002
Si	6.775	6.792	13.601	0.007	-0.001	0.002
Si	9.527	9.556	13.602	-0.018	-0.003	0.006
Si	6.798	12.258	13.601	-0.013	-0.007	0.004
Si	9.531	14.954	13.588	0.003	-0.008	-0.003
Si	12.252	1.351	13.608	-0.01	0.008	0.01
Si	14.981	4.073	13.595	0.003	-0.003	-0.002
Si	12.261	6.814	13.582	0.006	-0.018	0.001
Si	14.967	9.543	13.598	-0.009	0.005	-0.005
Si	12.248	12.246	13.601	0	0.005	-0.004
Si	14.968	14.94	13.627	0.011	-0.003	0.011
Si	16.343	16.293	14.985	0.002	0.001	0.012
Si	2.744	2.712	14.96	0.004	0.012	-0.005
Si	16.329	5.441	14.957	0.004	0	0.002
Si	2.67	8.161	14.954	0.005	-0.001	0.003
Si	16.317	10.884	14.994	-0.007	-0.014	0.001
Si	2.705	13.606	15.014	0	-0.002	0.002
Si	5.433	16.306	14.976	-0.001	-0.008	-0.005
Si	8.131	2.686	14.918	-0.014	0.001	0.001
Si	5.384	5.435	14.956	0	-0.01	0.007
Si	8.132	8.197	14.915	0.003	-0.007	-0.006
Si	5.424	10.912	14.954	0.004	-0.001	0.004
Si	8.171	13.613	14.959	0	0.008	-0.004
Si	10.894	16.294	14.957	0.006	0.004	-0.002
Si	13.643	2.699	14.954	0.009	0.005	0
Si	10.897	5.44	14.907	-0.007	0.009	0.001
Si	13.614	8.186	14.95	0.003	-0.005	-0.006
Si	10.888	10.92	14.982	0.001	0.002	0
Si	13.614	13.566	14.99	-0.002	-0.01	0.006
O	8.407	14.188	32.408	0.472	0.109	-0.104
O	6.424	3.692	22.633	-0.07	0.136	-0.004
O	9.019	17.982	22.98	-0.216	-0.161	0.013
O	12.973	7.211	26.188	-0.019	-0.125	0.53
O	19.288	8.698	29.733	-0.362	-0.193	-0.02
O	19.106	5.43	25.215	0.148	0.11	0.73
O	9.574	2.471	25.391	0.25	0.235	-0.137
O	5.498	13.55	22.282	-0.171	0.052	0.088
O	9.852	7.749	22.345	-0.171	0.361	0.008
O	7.45	12.585	27.573	0.063	-0.333	0.333
O	9.611	8.448	29.265	-0.253	0.514	-0.258
O	14.085	4.282	26.877	-0.198	0.207	0.481
O	5.364	6.339	25.016	0.072	0.212	-0.257
O	16.131	2.677	22.262	-0.271	-0.108	0.455
O	9.851	7.97	33.273	0.091	0.032	-0.33
O	19.142	16.332	22.34	0.004	0.074	0.492
O	10.269	17.634	32.35	-0.385	-0.519	-0.379
O	19.625	3.478	32.32	-0.064	0.308	-0.221
O	5.756	6.848	27.505	0.028	0.288	0.324
O	16.317	8.815	22.635	-0.302	0.212	-0.361
O	12.281	16.082	33.141	0.158	-0.065	-0.432
O	13.341	13.958	32.124	0.1	-0.196	-0.175
O	16.322	12.255	32.256	-0.109	0.554	-0.226
O	17.981	10.67	33.397	-0.161	-0.197	-0.265
O	19.121	17.497	31.118	-0.185	0.234	-0.431
O	12.434	12.008	27.505	0.252	-0.056	-0.336
O	18.85	15.349	32.577	0.164	-0.089	-0.124
O	4.275	13.518	33.259	-0.254	-0.001	-0.47
O	12.376	14.598	28.051	-0.44	0.241	-0.403
O	19.437	15.909	28.743	0.193	0.005	0.44
O	12.46	5.333	30.184	0.181	0.093	-0.641
O	14.956	15.034	23.314	0.121	0.02	-0.333
O	3.566	12.121	23.262	-0.193	0.197	0.223
O	8.642	16.438	25.021	0.454	-0.077	0.254
O	13.19	5.11	22.096	0.095	0.264	0.296
O	17.319	7.072	24.219	0.302	0.29	-0.144
O	5.38	8.959	30.649	0.33	0.504	0.005
O	8.992	4.322	27.047	-0.413	-0.211	0.185
O	8.437	14.945	28.077	0.428	0.275	-0.212
O	5.481	8.017	22.147	-0.094	0.156	0.652
O	5.061	17.819	32.484	0.159	-0.114	-0.205
O	9.276	3.708	32.64	0.236	0.114	-0.334
O	15.681	17.834	26.057	0.105	-0.187	-0.638
O	15.101	8.45	24.984	-0.008	0.517	0.047
O	13.494	3.982	32.121	-0.06	0.404	-0.217
O	17.515	4.539	23.373	0.299	-0.019	0.349
O	15.973	9.767	31.349	0.5	-0.014	0.081
O	15.559	12.558	23.268	0.149	-0.355	0.366
O	19.649	9.033	32.287	0.165	-0.462	-0.226
O	17.911	5.286	33.16	0.132	-0.149	-0.604
O	6.332	15.393	25.476	-0.317	0.457	-0.044
O	3.964	5.892	22.918	-0.386	-0.408	0.032
O	16.327	7.289	32.359	-0.008	-0.003	-0.396
O	12.046	5	25.3	0.019	-0.041	-0.465
O	14.105	11.684	31.038	-0.507	-0.561	-0.052
O	14.014	8.553	32.476	-0.275	-0.488	-0.236
O	4.243	18.208	27.865	0.113	0.278	-0.137
O	10.133	13.071	27.794	-0.139	-0.286	-0.074
O	6.974	2.162	24.628	-0.059	0.116	0.516
O	17.463	14.431	23.1	0.323	-0.17	0.329
O	10.404	12.057	32.607	-0.229	0.369	-0.202
O	15.542	12.658	27.337	-0.164	-0.09	-0.115
O	5.186	12.296	28.939	0.335	-0.092	0.341
O	5.258	6.355	29.969	0.057	-0.318	0.233
O	6.455	8.628	25.72	0.094	0.005	-0.056
O	8.742	2.568	30.443	-0.267	0.381	-0.106
O	19.969	11.061	30.6	0.073	0.162	0.303
O	16.901	10.471	27.324	-0.183	-0.455	-0.057
O	14.927	8.101	27.558	-0.051	0.115	0.041
O	8.21	5.57	22.051	-0.074	-0.101	0.6
O	5.049	13.507	26.645	-0.576	-0.086	-0.298
O	8.57	10.084	32.432	-0.406	-0.239	-0.284
O	14.932	6.632	23.187	-0.041	-0.095	0.456
O	9.012	11.794	23.031	-0.244	0.254	0.536
O	6.991	14.245	30.211	-0.227	-0.077	0.035
O	11.847	7.942	30.514	0.433	0.252	-0.007
O	4.836	4.432	28.194	-0.194	-0.058	-0.244
O	13.699	10.866	22.271	0.114	-0.143	0.322
O	18.976	8.896	27.134	0.139	-0.202	-0.374
O	9.225	18.252	27.972	0.126	-0.555	-0.106
O	5.546	7.048	32.403	-0.486	0.29	-0.066
O	7.569	7.472	30.715	0.276	0.088	0.085
O	13.694	16.426	29.555	-0.091	-0.092	0.447
O	15.611	5.701	28.32	-0.087	-0.473	0.323
O	16.665	3.487	27.456	0.66	0.175	0.013
O	10.77	13.585	22.193	-0.124	-0.042	0.317
O	4.733	10.092	24.403	0.134	-0.441	-0.358
O	12.373	15.386	23.138	-0.088	0.289	0.552
O	17.539	15.42	30.339	-0.342	0.003	-0.152
O	19.581	6.544	28.232	-0.199	-0.579	-0.312
O	19.178	13.442	29.637	-0.011	-0.17	0.191
O	17.449	14.42	27.833	0.134	-0.114	-0.141
O	8.545	12.138	30.773	-0.218	0.078	-0.715
O	4.778	3.844	24.59	-0.308	-0.113	0.521
O	13.297	9.792	26.323	-0.037	0.126	-0.711
O	13.609	2.827	29.749	0.068	0.016	-0.154
O	4.767	17.993	23.171	-0.093	-0.291	0.333
O	7.559	14.831	23.256	0.445	-0.13	-0.061
O	14.305	13.907	29.704	0.609	0.053	0.042
O	18.069	17.54	27.214	-0.013	0.029	-0.279
O	6.739	2.674	28.599	0.029	0.215	-0.439
O	15.192	18.769	33.242	0.179	0.137	-0.524
O	11.124	3.038	22.1	0.147	-0.097	0.342
O	7.493	9.636	22.681	0.139	-0.072	0.273
O	15.028	7.596	30.139	-0.551	-0.182	-0.007
O	16.435	11.696	29.666	0.584	0.37	-0.11
O	14.444	10.605	28.477	0.011	-0.042	0.554
O	19.219	11.387	28.046	0.127	0.09	-0.069
O	12.421	10.548	33.335	0.096	0.092	-0.662
O	18.701	9.848	23.097	0.068	-0.035	0.165
O	11.65	6.206	32.534	0.313	-0.232	-0.184
O	10.572	10.35	30.685	0.08	0.277	-0.147
O	10.939	7.267	24.552	0.168	-0.3	-0.208
O	10.462	6.46	26.91	0.175	0.164	0.389
O	4.709	2.796	30.262	0.268	0.173	-0.051
O	11.26	3.183	30.902	-0.013	-0.146	-0.24
O	13.483	17.79	27.455	-0.702	-0.169	-0.09
O	6.36	12.477	32.182	-0.171	-0.141	-0.441
O	17.229	7.658	28.689	0.047	0.043	-0.072
O	11.935	9.657	28.569	-0.167	0.004	-0.119
O	11.454	3.263	27.079	0.149	0.17	0.517
O	14.942	15.18	27.509	-0.123	0.454	-0.149
O	7.609	16.778	29.633	0.096	-0.02	0.405
O	13.261	2.595	25.183	-0.168	0.021	-0.76
O	6.936	16.132	33.283	-0.038	0.136	-0.259
O	16.299	14.159	25.41	0.197	-0.047	0.134
O	11.879	9.241	23.14	0.281	0.032	0.513
O	9.922	6.186	30.568	-0.079	-0.47	0.348
O	8.326	6.33	28.501	-0.527	-0.123	-0.1
O	7.139	5.183	33.279	0.055	0.063	-0.21
O	7.882	6.461	25.959	0.276	-0.218	-0.54
O	9.525	9.524	24.29	0.061	0.185	0.474
O	3.973	16.062	26.381	-0.166	0.196	-0.452
O	5.561	10.914	26.759	-0.442	-0.222	0.091
O	11.931	12.906	29.96	-0.536	-0.009	0.375
O	13.66	16.357	25.188	-0.121	-0.436	0.255
O	15.767	17.804	28.721	0.227	-0.327	0.605
O	16.823	17.016	32.276	-0.415	-0.043	-0.624
O	18.793	10.965	25.474	-0.143	0.435	0.063
O	14.098	17.393	22.801	-0.29	0.385	0.187
O	16.373	5.274	25.725	-0.18	0.217	-0.175
O	7.295	10.94	24.857	0.007	0.507	0.401
O	5.884	15.482	28.121	-0.214	0.286	0.37
O	8.594	13.926	25.648	0.272	-0.415	-0.218

Results
total energy: -101654.558 eV
total energy less fixed offsets of O -438.35, Si -107.03 eV per atom: -1.358 eV
